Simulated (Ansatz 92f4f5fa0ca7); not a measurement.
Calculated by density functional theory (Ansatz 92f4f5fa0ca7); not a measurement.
Periodic cell of 186 atoms, Si104O82, from a study of silicon, its oxide and their interface. The atomic structure is a simulated model.

Settings: functional r2SCAN; potential files Ansatz norm-conserving; basis plane waves; wave-function cutoff 1300 eV; density cutoff ratio 4; exchange-correlation grid ratio 1; k mesh 2 x 2 x 1, shifted by 0.5 0.5 0.5 of a step; self-consistency stop 5e-08 eV per atom in the density residual; occupations Fermi-Dirac, 0.05 eV; spin none; net charge 0.

Cell vectors (angstrom)
a  11.5403  0  0
b  0  11.5403  0
c  -5.6165  -0.3753  25.0216

Atoms and the computed forces on them: element, x, y, z (angstrom), force x, y, z (eV/angstrom)
Si  5.5391  1.7255  -0.553  0.2486  -0.2754  -0.4804
Si  5.1911  5.9552  -0.4388  -0.0809  -0.0424  -0.4952
Si  5.5636  10.0299  -0.4092  0.0439  0.178  -0.3883
Si  -2.0486  1.8774  -0.1337  -0.0165  0.1603  -0.439
Si  -2.4817  6.1195  -0.6365  0.1232  -0.1465  -0.2138
Si  -2.0809  9.2226  -0.6416  -0.0833  -0.2966  -0.0705
Si  1.5209  2.3881  -0.2763  -0.1142  0.3248  -0.7697
Si  1.5068  5.3934  -0.0973  -0.0796  -0.0092  -0.7463
Si  2.0772  9.5791  -0.9104  0.0842  0.3595  0.0711
Si  7.3985  2.031  0.9174  0.0716  -0.124  -0.2
Si  7.2292  6.0357  0.8821  -0.1122  -0.1873  -0.277
Si  7.5383  9.6301  0.8179  0.1521  -0.0229  -0.4631
Si  -0.2118  2.052  1.2206  -0.0763  -0.0236  -0.0632
Si  -0.5418  5.698  0.9108  -0.0731  0.0212  -0.4484
Si  -0.0707  9.5945  0.6007  0.0958  -0.0843  -0.329
Si  3.5658  1.9417  0.8182  0.0282  -0.0465  -0.154
Si  3.4806  5.5715  1.1071  0.0917  0.1955  -0.0631
Si  3.6542  9.5195  0.8542  -0.009  -0.0586  -0.0802
Si  7.349  4.0025  2.1974  -0.0092  0.014  -0.157
Si  7.395  7.8217  2.323  0.0543  0.3085  0.2038
Si  7.4706  11.5621  2.2111  -0.1831  -0.0522  0.1429
Si  -0.3573  3.9654  2.4482  0.0257  0.0699  0.1047
Si  -0.2544  7.7121  2.1552  -0.0886  0.1994  -0.1148
Si  -0.1819  11.4697  2.1912  -0.0355  -0.3755  0.0195
Si  3.577  3.7173  2.408  -0.0944  -0.0704  -0.0498
Si  3.581  7.617  2.2872  0.0907  0.1089  -0.0313
Si  3.5504  11.5086  2.1769  0.106  -0.0834  -0.0349
Si  5.5198  3.8678  3.6726  0.0204  0.0041  0.0728
Si  5.4675  7.7351  3.6948  0.0595  -0.1647  0.0499
Si  5.4911  11.5089  3.5785  0.0183  -0.0233  -0.2463
Si  -2.3217  3.9227  3.6403  0.0718  -0.0063  0.0764
Si  -2.1657  7.779  3.6112  0.0894  -0.0324  -0.0862
Si  -2.14  11.4881  3.5793  -0.0614  0.0971  -0.1475
Si  1.6216  3.8891  3.7011  -0.0306  0.0149  0.1209
Si  1.6292  7.6743  3.625  -0.0339  -0.085  0.0418
Si  1.6798  11.5095  3.6204  0.076  0.0792  -0.0236
Si  5.5001  1.9003  4.932  0.0524  -0.0111  0.0798
Si  5.5289  5.784  5.0634  -0.1054  0.1123  -0.071
Si  5.4127  9.6491  5.0545  0.0809  0.0279  -0.1092
Si  9.3566  1.9258  4.858  -0.0586  0.0749  0.0671
Si  9.2943  5.8366  4.9743  0.0846  -0.0246  -0.022
Si  9.3543  9.6342  5.0618  -0.0198  -0.148  0.0109
Si  1.6405  1.9295  4.9602  -0.0925  -0.0986  0.1127
Si  1.6098  5.7845  5.0802  0.2281  0.104  0.1213
Si  1.6707  9.6052  5.011  -0.1298  0.0198  -0.2488
Si  7.46  1.9206  6.2105  -0.0198  -0.1594  -0.2771
Si  7.4729  5.7819  6.4384  0.08  -0.0293  0.0371
Si  7.3513  9.548  6.3736  -0.1581  -0.0994  -0.0572
Si  -0.3047  1.95  6.2764  0.0317  0.0528  -0.1676
Si  -0.393  5.7968  6.3991  -0.0712  -0.0158  0.0201
Si  -0.2106  9.6535  6.4065  0.1092  0.0284  0.022
Si  3.5737  1.9312  6.318  0.0348  0.1018  0.0706
Si  3.5933  5.7937  6.404  -0.075  0.0882  -0.0677
Si  3.5031  9.6362  6.4717  0.0249  -0.0778  0.2669
Si  7.5156  3.7404  7.6674  -0.0193  0.0322  0.2814
Si  7.3533  7.6489  7.8667  -0.0412  0.0346  0.1668
Si  7.4662  11.5675  7.5203  -0.2517  0.1292  0.3261
Si  -0.3471  3.8042  7.7039  -0.358  -0.0577  0.2586
Si  -0.3423  7.732  7.7688  0.0139  -0.0273  0.1558
Si  -0.2298  11.6539  7.7019  0.0922  0.0229  0.2423
Si  3.6378  3.855  7.7327  0.3296  -0.0794  0.3755
Si  3.5018  7.6637  7.8329  -0.0928  -0.2264  0.1201
Si  3.4935  11.6225  7.7912  0.0115  0.171  0.1132
Si  5.6557  3.4608  9.0703  -0.0532  -0.4446  0.0011
Si  5.3405  7.2994  9.2636  -0.1199  0.5247  0.2975
Si  5.5789  11.9271  8.8275  0.1911  0.0171  0.4991
Si  9.3122  3.3245  9.1715  0.0218  -0.192  -0.0269
Si  9.2926  8.3592  9.0954  0.018  0.1668  0.2971
Si  9.326  11.6247  8.9142  -0.0195  0.0013  0.1489
Si  1.6191  3.8433  8.916  0.0956  0.046  0.1659
Si  1.5355  7.1133  9.1184  -0.1446  -0.1335  0.0473
Si  1.581  12.1515  9.1904  -0.099  0.1982  0.0215
Si  3.7143  14.0608  15.7418  0.0792  0.0089  0.0944
Si  8.376  4.6174  20.6274  -0.2082  -0.2142  -0.0536
Si  4.6018  4.8958  17.6159  0.1505  -0.0369  0.2649
Si  5.0069  5.0531  11.3989  0.0957  -0.076  0.269
Si  5.8082  8.6843  14.806  -0.0145  -0.0739  -0.0736
Si  11.5223  5.1031  13.1357  -0.0841  0.1144  -0.0049
Si  2.1029  9.5989  10.87  -0.0286  -0.1164  -0.1052
Si  0.9332  0.9451  16.3087  -0.2607  0.0295  0.0193
Si  8.2014  1.8319  20.1531  0.1013  0.1332  -0.2008
Si  4.4503  10.9975  22.7236  -0.066  -0.0214  -0.1581
Si  5.0691  -1.7669  10.7736  0.3142  0.2116  0.2479
Si  2.1648  6.9692  17.5533  -0.0028  0.0367  0.0382
Si  0.4586  2.6966  14.1884  -0.0396  -0.2432  0.0882
Si  9.481  5.5979  17.9243  -0.0896  -0.0989  -0.0757
Si  3.6706  9.7103  13.3611  -0.064  -0.1043  0.3363
Si  0.825  1.7478  21.4794  0.0506  0.0685  -0.2051
Si  0.261  6.5071  19.8635  -0.1025  0.1506  -0.2122
Si  7.3389  0.0194  22.4722  0.0666  0.2638  -0.2286
Si  8.7915  6.69  22.8733  -0.0194  -0.143  -0.1205
Si  1.1608  -0.8712  20.0866  -0.0701  0.0324  -0.0316
Si  0.0736  5.1729  15.8751  -0.246  0.0655  0.1946
Si  -0.6672  12.6514  19.007  -0.2525  0.0328  -0.0717
Si  7.0324  6.4536  13.3283  0.0167  0.1322  0.2556
Si  9.38  5.9085  11.1996  0.0598  0.0963  -0.1957
Si  2.7258  3.8192  13.1261  -0.0526  -0.0656  0.126
Si  5.7859  3.6084  20.1501  0.2266  0.077  0.0352
Si  0.5336  8.3418  21.9088  -0.0947  0.1074  -0.2411
Si  2.4336  10.1304  17.3321  0.0343  0.08  0.0962
Si  3.6625  2.2117  22.0221  -0.025  0.3889  -0.2285
Si  7.0127  6.4026  16.2959  0.1349  -0.0133  0.0414
Si  4.5727  -0.2971  15.5128  -0.03  0.0532  0.074
Si  1.3993  5.5418  22.3568  0.2013  -0.2876  -0.1625
O  5.6308  2.2588  -2.1375  -0.0241  -0.24  0.6743
O  4.8085  3.0001  21.25  -0.1366  -0.124  0.1309
O  1.3439  -2.2405  20.8999  -0.1328  0.0063  0.0883
O  3.874  0.6148  21.7492  0.1885  -0.1194  0.3161
O  5.3972  9.5452  -1.9786  0.1799  -0.14  0.4542
O  4.0914  3.5434  16.9155  -0.0182  0.0019  -0.1323
O  3.7088  9.5543  22.8559  0.1853  0.0924  0.5574
O  8.267  6.1091  12.3588  0.0727  -0.0507  -0.2132
O  2.8954  5.1122  22.9066  -0.0799  0.2882  0.5203
O  1.1183  6.1582  16.6115  0.0339  -0.0573  0.0275
O  0.7789  3.7658  15.4316  -0.1088  -0.0382  -0.2499
O  7.3502  5.8323  14.8043  -0.1527  0.2584  -0.0774
O  -0.4555  7.571  20.874  0.4178  -0.0649  0.1828
O  6.0306  5.3576  17.0224  -0.1074  0.0838  -0.0794
O  1.6076  6.4309  -1.3524  0.3546  -0.0458  0.0638
O  8.2985  8.2404  22.7731  0.0123  0.0394  0.5143
O  6.9613  1.3294  23.3314  0.1952  -0.2543  0.1577
O  13.1724  5.0571  13.0577  -0.1318  -0.2911  0.0166
O  4.225  8.4788  14.3203  0.236  0.4181  -0.1707
O  4.618  6.1609  10.2597  0.2987  0.1792  -0.2003
O  6.7518  8.0643  13.5936  -0.1853  -0.2706  0.2237
O  5.874  -0.5232  10.1658  -0.4128  -0.2389  -0.2013
O  9.2592  12.9148  18.9859  0.1594  0.0443  0.2159
O  10.3117  4.783  16.7825  0.1292  0.2678  0.0078
O  0.8871  5.2958  20.8033  0.0025  0.3314  0.3989
O  5.526  13.4227  9.4825  0.0352  0.0578  -0.5358
O  9.302  10.0018  9.5828  0.0126  -0.0773  -0.4161
O  9.1651  4.5317  10.325  0.1059  -0.1597  0.0446
O  9.3532  7.2825  10.3372  -0.0212  -0.0448  0.0886
O  -0.4128  5.9116  14.4981  0.1986  -0.4204  -0.0262
O  1.5292  5.4787  9.5782  0.0901  -0.2986  -0.2892
O  2.2618  10.5806  18.8907  -0.2027  -0.0606  -0.0247
O  9.3025  13.2194  9.6721  -0.0023  -0.0175  -0.4618
O  1.3929  11.015  10.4247  0.2627  0.0121  -0.0267
O  3.4716  11.0095  14.3131  0.253  -0.2607  -0.0287
O  1.5899  2.2434  9.6736  0.0359  0.1628  -0.3552
O  -0.2854  11.0943  19.3983  0.33  0.1596  0.1163
O  0.0956  1.2911  14.9223  0.3418  0.2481  0.1049
O  4.8364  1.3162  15.5781  -0.3168  -0.1061  0.0242
O  5.8451  8.4116  10.393  -0.3489  -0.0292  -0.138
O  5.5936  0.102  -0.6462  -0.121  0.0588  0.0397
O  6.7636  2.3968  19.5613  0.0676  0.1272  0.3055
O  3.5677  -1.8787  10.1392  0.0342  0.0153  0.3848
O  3.6526  3.5192  14.4399  -0.2179  -0.1095  -0.0616
O  9.0332  5.8065  21.5081  -0.06  0.1972  0.334
O  3.7445  4.1451  11.9075  0.0462  0.2266  -0.1194
O  3.9036  -0.8667  16.8863  -0.104  0.0294  -0.2385
O  6.2373  7.8375  16.1349  0.0015  -0.0483  -0.2786
O  2.3497  8.5212  17.0837  0  0.0293  0.1034
O  4.9151  10.018  12.3587  -0.2283  -0.1481  -0.2552
O  -1.6734  0.3889  -0.7664  -0.0737  0.2488  -0.2808
O  6.0017  4.083  10.5685  -0.2171  0.1423  -0.3355
O  5.7111  5.7489  12.6842  -0.0637  -0.0416  -0.2299
O  -0.8982  6.3274  18.7635  0.1333  -0.0951  0.172
O  2.349  1.7448  16.1889  0.0308  -0.0412  -0.0955
O  8.7006  4.7061  19.0239  0.1178  0.1636  0.1452
O  1.5642  7.0429  19.0555  -0.1682  -0.1088  -0.0502
O  4.2549  7.0813  -1.2667  0.1194  -0.2338  -0.1107
O  10.9297  3.543  13.277  0.5111  0.2589  0.1484
O  5.8914  10.299  15.1638  -0.3188  -0.1112  -0.0241
O  -1.9471  7.6186  -0.9998  -0.3353  0.3264  0.2332
O  3.5658  6.1436  17.5389  -0.1219  -0.0617  -0.0317
O  2.1778  2.656  21.5109  0.0642  -0.2024  0.2349
O  1.39  8.2216  10.3618  0.2414  0.1346  0.09
O  6.7676  4.7221  20.8193  0.1808  -0.2703  -0.1181
O  8.3157  -0.8563  23.4238  -0.311  -0.3025  0.0176
O  1.3539  0.2328  21.2531  -0.1707  0.0961  -0.1009
O  5.9794  -0.8358  22.2335  -0.1978  0.1704  0.2679
O  8.3838  6.552  17.1767  -0.0551  -0.2116  -0.0528
O  10.8584  5.8207  11.8698  -0.1033  -0.1399  -0.0026
O  -0.063  13.6533  20.1605  0.1311  -0.3025  0.1815
O  1.2576  10.8956  16.4754  0.2041  0.1599  0.0725
O  1.7515  2.4864  13.1777  -0.0567  0.3788  0.2051
O  4.8442  4.4131  19.1336  0.061  -0.0003  -0.1717
O  0.2913  4.7744  23.3049  -0.1103  0.5059  0.2604
O  2.3221  9.4509  12.4952  0.1681  0.1305  -0.4878
O  8.8269  3.0875  21.0219  -0.2479  0.0591  -0.1388
O  1.4505  7.1786  22.5844  -0.2664  -0.2261  -0.0313
O  8.0032  0.502  21.0715  -0.1858  0.0478  0.3601
O  1.625  3.9305  -0.8396  -0.0755  -0.0702  0.7993
O  9.437  2.9175  -1.4166  0.0395  -0.4453  0.1687
O  0.0132  1.4479  17.5657  0.1867  -0.211  -0.027

Results
free energy: -50297.055 eV
free energy less fixed offsets of O -463.61, Si -117.95 eV per atom: -14.235 eV
pressure: -2.02 GPa
stress xx, yy, zz, yz, xz, xy (GPa, positive in tension): 1.19, 2.91, 1.95, -0.11, -0.2, -0.63
